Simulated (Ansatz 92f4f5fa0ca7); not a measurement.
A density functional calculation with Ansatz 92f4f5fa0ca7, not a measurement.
Periodic cell of 237 atoms, Si146O90P1, from a study of silicon, its oxide and their interface. The atomic structure is a simulated model.
Doubt: the cutoff is far below the 930 eV that the study's wrapper takes by default for these files, so forces and energies are approximate.
This geometry differs little from another in the collection (a relaxation step or a small displacement).

Settings: functional PBE; potential files Ansatz PAW; basis plane waves; wave-function cutoff 580 eV; density cutoff ratio 5; exchange-correlation grid ratio 1; k mesh 1 x 1 x 1, Gamma-centred; self-consistency stop 5e-08 eV per atom in the density residual; occupations fixed; spin none; net charge +1 e, with a uniform compensating background and no finite-size correction.

Cell vectors (angstrom)
a  11.6015  0  0
b  0  10.938  0
c  0  0  32.0622

Atoms: element, x, y, z (angstrom)
Si  -0.1995  -0.0724  23.2741
Si  3.6615  0.2115  23.0946
Si  7.5502  -0.137  23.4461
Si  1.6769  1.3755  23.4168
Si  5.7318  1.3975  23.1886
Si  9.4394  1.224  23.3525
Si  0.1559  5.3186  23.4637
Si  4.1198  5.2963  23.3892
Si  8.033  5.6135  23.5389
Si  2.1575  6.5848  23.3685
Si  5.9658  6.7652  23.4715
Si  10.0052  6.8761  23.6069
Si  1.8991  2.662  25.3852
Si  5.8326  2.6701  25.2564
Si  9.6286  2.6815  25.2549
Si  11.5933  4.0015  25.384
Si  3.8867  3.9689  25.3167
Si  7.7475  4.0937  25.3376
Si  1.9807  8.1513  25.1965
Si  5.7719  8.1694  25.3582
Si  9.6944  8.2644  25.4511
Si  11.6334  9.552  25.2707
Si  3.872  9.5982  25.0686
Si  7.6749  9.5343  25.4197
Si  11.6486  -0.0192  27.2105
Si  3.8968  -0.0531  27.1327
Si  7.7695  -0.017  27.3173
Si  1.9808  1.3108  27.2828
Si  5.8345  1.3241  27.2081
Si  9.6999  1.3314  27.2016
Si  11.5878  5.465  27.2329
Si  3.8621  5.412  27.2072
Si  7.6954  5.4547  27.2606
Si  1.9387  6.8122  27.1788
Si  5.7578  6.8068  27.272
Si  9.6488  6.8082  27.3075
Si  1.9455  2.7026  29.1901
P  5.7962  2.7136  29.1293
Si  9.6764  2.7063  29.1429
Si  0.0105  4.103  29.1621
Si  3.8721  4.0855  29.1735
Si  7.7256  4.0825  29.1854
Si  1.9385  8.1822  29.1185
Si  5.794  8.1793  29.1908
Si  9.673  8.1855  29.2217
Si  0.0055  9.5527  29.1509
Si  3.8735  9.55  29.1082
Si  7.7346  9.5354  29.2159
Si  0.001  -0.008  31.0932
Si  3.8528  0.0108  31.0448
Si  7.7369  0.0133  31.1033
Si  1.9232  1.3714  31.1309
Si  5.7946  1.3794  31.0659
Si  9.6737  1.3657  31.0982
Si  0.0106  5.4611  31.0982
Si  3.8875  5.4658  31.1155
Si  7.724  5.4564  31.1369
Si  1.9431  6.8292  31.0615
Si  5.8052  6.8391  31.1278
Si  9.6751  6.8152  31.1394
Si  1.9286  2.751  1.0004
Si  5.7961  2.7714  0.9288
Si  9.6696  2.7345  0.9776
Si  -0.0114  4.1107  0.969
Si  3.8586  4.1205  0.9949
Si  7.7464  4.1125  1.013
Si  1.9419  8.2153  0.9342
Si  5.7969  8.2345  0.9756
Si  9.6584  8.2204  1.0003
Si  -0.001  9.5814  0.9785
Si  3.8679  9.6043  0.956
Si  7.7298  9.5925  0.9877
Si  11.6105  0.029  2.9215
Si  3.854  0.0265  2.9159
Si  7.7438  0.0275  2.9092
Si  1.9324  1.4026  2.9377
Si  5.8115  1.3627  2.824
Si  9.665  1.3871  2.9278
Si  11.5663  5.5166  2.8694
Si  3.8781  5.5075  2.924
Si  7.7372  5.5248  2.9312
Si  1.9174  6.835  2.858
Si  5.8093  6.8711  2.897
Si  9.6578  6.9126  2.9757
Si  1.9108  2.8397  4.8296
Si  5.837  2.7302  4.7345
Si  9.6015  2.8053  4.8357
Si  11.5425  4.1464  4.781
Si  3.9188  4.102  4.8301
Si  7.7173  4.2099  4.8889
Si  1.8882  8.1539  4.8036
Si  5.8094  8.2671  4.7965
Si  9.6618  8.3293  4.9187
Si  11.6339  9.6583  4.8918
Si  3.8188  9.4913  4.7912
Si  7.7218  9.6842  4.8955
Si  11.5948  0.2391  6.7821
Si  3.7516  -0.0466  6.6592
Si  7.7126  0.0657  6.9181
Si  2.0467  1.5108  6.7676
Si  5.7109  1.2804  6.6181
Si  9.6454  1.529  6.8364
Si  11.5265  5.504  6.7061
Si  3.9826  5.4376  6.7992
Si  7.7379  5.6742  6.8375
Si  1.9759  6.646  6.6563
Si  5.8135  6.9802  6.7549
Si  9.755  7.0429  6.9224
O  9.9972  7.9745  8.3044
O  7.6629  9.9404  8.2202
O  7.4019  4.735  8.1675
O  3.3713  10.3552  8.205
O  2.0369  7.5619  8.0225
O  3.999  4.5944  8.2529
O  9.7777  2.4557  8.2196
O  2.6151  2.3475  8.1209
O  11.3906  4.5693  8.0663
O  5.3573  2.3929  7.7916
O  5.8188  7.989  8.0848
O  11.3014  10.3173  8.152
O  11.2786  10.0859  21.7979
O  3.2201  10.7269  21.5244
O  5.7722  7.7655  22.1574
O  4.2124  4.4429  21.9493
O  7.6771  9.6708  22.206
O  10.3349  7.6793  22.1977
O  1.5935  2.4083  22.1253
O  5.9469  2.4496  21.9041
O  8.4485  4.6992  22.2174
O  -0.0769  4.464  22.0423
O  2.3344  7.366  21.9283
O  9.1255  1.878  21.8626
Si  1.9171  7.7887  9.6103
Si  5.0428  0.5766  17.681
Si  2.4914  5.413  14.0181
Si  10.5593  3.8611  14.0475
Si  8.2782  2.3841  15.2561
Si  9.542  2.2459  20.331
Si  10.5101  3.6525  9.0811
Si  0.0366  2.3148  11.5699
Si  11.0296  8.1295  15.3942
Si  5.1643  6.9311  13.9931
Si  5.7605  2.6136  11.1196
Si  8.575  7.6731  19.3853
Si  8.1138  4.8497  20.6298
Si  5.9198  9.5833  15.1977
Si  2.1142  7.6346  20.3382
Si  1.9277  4.8904  18.785
Si  4.5026  3.4387  18.0133
Si  8.5095  8.9242  16.8115
Si  0.8354  9.4791  13.3003
Si  9.9134  10.6531  11.7296
Si  5.3491  3.7068  21.0168
Si  0.5854  5.5161  16.2584
Si  10.7817  9.1533  9.1545
Si  6.5619  8.8962  21.2867
Si  7.117  7.1122  11.4912
Si  2.677  0.7358  12.2194
Si  10.8921  8.6806  21.0393
Si  6.0401  4.326  15.6328
Si  7.0857  0.4854  12.9771
Si  4.0624  2.9859  8.5941
Si  0.88  6.7412  11.8965
Si  6.572  9.0543  9.0812
Si  0.6587  3.301  21.1412
Si  9.8022  6.5092  12.8893
Si  7.7181  4.5406  9.7559
Si  3.986  10.077  20.2161
Si  4.2642  3.0366  13.5277
Si  3.8552  10.0167  9.7378
Si  8.0595  0.7739  18.0256
O  11.51  3.2294  12.8986
O  9.344  4.4824  9.8794
O  8.7897  3.6051  19.8574
O  4.0447  -0.065  18.808
O  11.3213  4.5315  15.3125
O  9.8536  9.7944  10.3306
O  3.774  1.5305  13.1348
O  0.6592  9.0537  14.8651
O  6.4785  0.9689  18.3812
O  4.7703  3.1603  19.6094
O  6.2583  1.1783  11.741
O  0.549  8.6418  9.8629
O  5.6489  4.3153  17.2308
O  8.4465  7.2066  12.3954
O  4.4212  2.6268  10.1464
O  2.0717  5.634  15.5766
O  3.3752  0.0677  10.9141
O  5.8879  7.2199  12.5521
O  2.3078  6.3533  19.3776
O  0.6537  4.9332  17.777
O  8.4185  10.6897  12.3776
O  5.4747  10.0849  9.6887
O  0.598  8.196  20.2043
O  9.7653  2.6007  14.6771
O  2.006  10.5902  13.2235
O  9.9516  9.1008  16.1036
O  6.1452  10.3479  13.7699
O  7.4545  1.5925  14.1076
O  1.6494  3.9295  20.049
O  5.9085  5.7924  14.921
O  7.3425  8.9454  15.6924
O  1.5145  1.6726  11.6042
O  7.1953  8.2944  10.3693
O  4.3265  1.9854  17.2834
O  7.0422  3.1644  10.2837
O  11.5496  7.0033  16.4378
O  8.292  10.1335  17.845
O  3.2727  8.5385  10.0982
O  7.5871  3.8363  15.5201
O  3.1452  4.3008  17.9084
O  2.9017  3.8857  13.6895
O  1.34  8.2044  12.4367
O  1.2081  5.6786  13.0662
O  4.9753  8.3  14.8657
O  11.1626  2.4066  20.3342
O  10.9838  9.9894  12.759
O  5.2936  3.5734  12.3631
O  5.0832  3.2018  14.9207
O  6.4813  4.8127  20.5832
O  8.4033  1.5602  16.6504
O  10.4139  1.2405  11.4558
O  10.8754  6.6146  11.6557
O  3.2591  8.6769  19.8625
O  1.7151  6.4403  10.5173
O  7.1578  8.2089  19.9633
O  8.4986  7.5828  17.758
O  3.6769  6.425  13.6117
O  9.5656  4.9608  13.3465
O  5.511  10.0039  20.776
O  10.3334  7.3659  14.1489
O  8.7736  6.1742  19.98
O  7.0721  5.7177  10.6581
O  5.267  10.5417  16.3722
O  9.0516  1.1448  19.258
O  11.5789  3.1629  10.1855
O  9.7329  8.7087  19.9003

Results
free energy: -144757.650 eV
free energy less fixed offsets of O -568.88, P -755.39, Si -635.61 eV per atom: -4.000 eV

Forces (eV/angstrom), in the order of the atoms: element, x, y, z
Si  -0.0012  0.003  0.01
Si  0.0055  0.0009  0.0085
Si  -0.006  0.0003  0.0058
Si  -0.0023  -0.006  0.0051
Si  -0.0025  -0.0052  0.0052
Si  0.0079  -0.0011  0.0049
Si  0.002  -0.0076  0.0072
Si  -0.0022  -0.0058  0.0069
Si  0.0016  -0.0058  0.0075
Si  0.001  0.0028  0.0055
Si  -0.0012  0.0047  0.0067
Si  -0.011  0.0116  0.0057
Si  0.0021  0.0007  -0.0008
Si  0.001  -0.0057  0.0109
Si  -0.0033  -0.0006  -0.0019
Si  0.001  0.0004  -0.0005
Si  0.0031  0.0006  0.0007
Si  -0.0004  0.0012  0.001
Si  -0.001  0.001  0.001
Si  -0.0017  0.0027  0.0004
Si  0.0041  0.0019  0.0021
Si  -0.001  -0.0015  -0.0046
Si  0.0008  -0.0028  -0.0034
Si  0.0013  -0.0009  -0.001
Si  -0.0004  -0.0051  0.0028
Si  -0.005  -0.0043  0.003
Si  -0.0033  -0.0032  0.0027
Si  0.002  0.0035  0.0017
Si  0.0058  0.0109  -0.0087
Si  -0.0005  0.0058  -0.0007
Si  0.0004  -0.001  0.0042
Si  -0.0042  -0.0025  0.0015
Si  0.0007  -0.0039  0.0023
Si  0.0018  0.0014  0.0017
Si  0.0029  0.0017  0.0007
Si  -0.0026  0.0027  0.0031
Si  -0.0026  -0.0051  0.002
P  0.0018  -0.0046  0.0009
Si  0.0014  -0.0056  0.0014
Si  -0.0002  0.0041  -0.0025
Si  0.0009  0.0056  -0.0023
Si  -0.0023  0.0066  -0.005
Si  0.0012  -0.0035  -0.0025
Si  0.001  -0.0015  -0.0014
Si  0.0001  -0.0036  -0.0029
Si  -0.0015  0.0035  0.0015
Si  -0.0036  0.0033  -0.0005
Si  0.0006  0.0037  0.0001
Si  0.001  -0.0006  -0.0008
Si  0.0002  0.0009  -0.0008
Si  -0.0014  -0.0004  -0.0015
Si  -0.0003  0.0012  -0.0004
Si  -0.0004  0.001  0.0022
Si  0.001  0.0008  -0.0012
Si  -0.0003  -0.003  -0.0002
Si  -0.0005  -0.0015  0.0009
Si  0.0008  -0.0021  0.0014
Si  0.001  0.0019  -0.0008
Si  0  0.0002  -0.0016
Si  0  0.0016  -0.0001
Si  0.0005  -0.0004  -0.0034
Si  0.001  -0.0004  -0.0051
Si  -0.0008  -0.0003  -0.0017
Si  0.0008  0.002  0.0014
Si  0  0  0.0016
Si  -0.0016  0.0001  0.0004
Si  -0.0011  -0.001  0.0015
Si  -0.0005  -0.0007  0.0007
Si  0.0011  -0.0009  0.0005
Si  -0.0008  0.0021  -0.0017
Si  -0.0005  0.0004  -0.0013
Si  0.0009  0.0018  -0.0013
Si  -0.0001  -0.0021  0.0005
Si  0.0025  -0.0021  -0.0007
Si  -0.0006  -0.0034  -0.0006
Si  -0.0009  0.002  0.0018
Si  -0.0017  0.0019  0.0012
Si  0.001  0.0019  0.0002
Si  0.0012  -0.0006  -0.0015
Si  -0.003  0.0003  -0.0007
Si  0.0024  0.0013  -0.0007
Si  0.0027  -0.0011  -0.0008
Si  0.001  -0.0015  0.0001
Si  -0.0034  -0.0005  0.0013
Si  0.0008  -0.0003  0.0008
Si  -0.0005  -0.0006  -0.0002
Si  0.001  0.0003  0.0012
Si  -0.0038  -0.0001  -0.0001
Si  0.0001  -0.0019  -0.0001
Si  -0.0017  -0.0002  0
Si  0.0012  0.0006  -0.0023
Si  0.0011  0.0013  -0.0014
Si  0.001  -0.0001  0.0005
Si  -0.0002  0.0004  0.0037
Si  -0.0013  -0.0015  0.0016
Si  -0.0004  -0.001  0.0018
Si  0.0038  0.0002  -0.0058
Si  0.0052  0.0027  -0.0076
Si  0.0017  0.0012  -0.0028
Si  -0.0049  -0.0007  -0.0037
Si  -0.0003  0.0011  -0.0037
Si  -0.0007  -0.001  -0.0067
Si  0.0022  -0.0042  -0.0059
Si  0.0027  0.0001  -0.002
Si  0.0033  -0.0012  -0.0054
Si  -0.0013  -0.0008  -0.0074
Si  -0.0016  0.0008  -0.0048
Si  -0.0018  0.0027  -0.0041
O  0.0051  0.0078  0.0052
O  -0.0058  -0.0102  0.0048
O  -0.0005  -0.005  0.0105
O  -0.0011  -0.0072  0.0119
O  -0.0004  0.007  0.011
O  0.0005  -0.0058  0.0016
O  0.0038  0.0126  0.0063
O  0.0082  0.0058  0.003
O  -0.005  -0.008  0.0061
O  -0.009  0.009  0.0057
O  0.0038  0.0079  0.004
O  -0.0087  -0.0124  0.0076
O  -0.0021  -0.0116  -0.0072
O  0.0003  -0.0056  -0.0128
O  0.0004  0.0062  -0.0055
O  0.0021  -0.0059  -0.0064
O  -0.0027  -0.0078  -0.0055
O  0.0063  0.0079  -0.0087
O  -0.0055  0.0117  -0.0065
O  -0.002  0.012  -0.0072
O  0.0003  -0.0042  -0.0084
O  -0.0002  -0.0084  -0.0055
O  -0.0002  0.0039  -0.0131
O  -0.0007  0.0061  -0.0113
Si  0.0025  0.0053  0.0001
Si  -0.0024  -0.0012  -0.0023
Si  -0.0024  0.0005  0.0047
Si  0.0012  0.0011  0.0011
Si  -0.0013  -0.0033  0.0011
Si  -0.0013  0.0042  0.0058
Si  -0.0025  -0.0013  -0.0065
Si  -0.0017  0.0024  0.0035
Si  -0.002  -0.0009  -0.0002
Si  0.0028  -0.0005  0.0018
Si  -0.0013  0.0047  0.0025
Si  -0.0008  -0.0002  -0.0003
Si  -0.0019  -0.0018  -0.0011
Si  0.0005  0.0021  0.0026
Si  -0.0037  0.008  0.0004
Si  0.0011  -0.0011  0.0015
Si  -0.0013  0.0004  0.001
Si  -0.001  -0.0016  0
Si  -0.0002  0.001  0.0038
Si  0.0011  -0.0023  0.0031
Si  0.002  -0.0015  0.0106
Si  0.0001  -0.0008  -0.0001
Si  0.0027  0.0002  -0.007
Si  0.0008  0.0031  0.0065
Si  0.0012  0.0014  0.0013
Si  0.0025  -0.0024  0.0025
Si  0.002  0.0031  0.0057
Si  -0.0016  -0.0002  0.001
Si  0.0006  0.0013  0.005
Si  0.0022  -0.0049  -0.0065
Si  0.0028  0.0002  0.0041
Si  0.0015  0.0028  -0.005
Si  0.0002  -0.0025  0.0049
Si  -0.0023  0.0013  0.0064
Si  0.0038  -0.0019  -0.0012
Si  0.0002  -0.0004  0.0086
Si  0.0028  -0.0012  0.0047
Si  0  -0.0036  -0.0018
Si  0.0029  0.0013  -0.0025
O  -0.0026  0.0033  0.0018
O  -0.002  0.0021  -0.0033
O  0.0016  -0.0031  0.0031
O  0.0027  0.0055  -0.0035
O  -0.0016  -0.001  0.0006
O  -0.0036  0.0056  0.0045
O  0.0012  0.0032  -0.0021
O  0.0017  -0.0001  0.0014
O  -0.0005  -0.0005  0.004
O  -0.0052  -0.0024  -0.01
O  0.0028  -0.0044  -0.003
O  0.0043  -0.0007  -0.0043
O  0.0021  0.001  0.0001
O  0.004  -0.0005  -0.0022
O  0.0059  -0.0006  0.0023
O  0.0004  -0.0016  -0.0016
O  -0.0045  0.0065  0.0033
O  -0.0036  -0.0007  -0.0001
O  -0.0011  -0.0091  0.0006
O  -0.0036  0.0014  -0.0014
O  -0.0041  0.002  -0.0028
O  -0.003  0.0014  -0.0033
O  0.0042  -0.0036  0.0038
O  -0.0015  0.0002  -0.002
O  -0.0015  -0.0018  -0.0014
O  0.0029  0.0001  0.0017
O  -0.0001  -0.001  -0.0027
O  0.0002  0.001  -0.0002
O  0.0056  0.0081  -0.0051
O  -0.0006  -0.0001  -0.0001
O  -0.0013  0.0002  -0.001
O  0.0009  -0.0009  -0.0056
O  0.0018  -0.0064  0.0031
O  -0.0005  -0.0004  0.0022
O  -0.0031  -0.0029  -0.0028
O  0.0005  0.0001  0.0014
O  0.0006  -0.0022  0.0035
O  -0.0017  -0.0003  -0.0057
O  0.0001  -0.0004  0.0006
O  0.0016  -0.0018  0.0025
O  0.0004  0.0015  -0.0037
O  -0.0013  0.0025  -0.0017
O  0.0019  -0.0015  -0.0013
O  -0.0012  0  -0.0004
O  -0.0002  -0.0011  0.003
O  0.0041  -0.001  -0.0008
O  -0.0014  0.0008  -0.0002
O  -0.0017  0.0001  -0.0003
O  -0.0018  0.0012  0.0038
O  0.001  0.0045  -0.0039
O  0.0005  -0.0008  -0.0056
O  -0.0017  0.0002  -0.0039
O  -0.0004  -0.0012  0.0046
O  -0.0024  -0.0037  -0.0005
O  0.005  -0.0049  -0.0029
O  -0.0001  0.0023  -0.0054
O  -0.0008  -0.0008  -0.002
O  0.0009  -0.0006  -0.0026
O  -0.0064  0.0016  0.0003
O  0.0004  -0.0005  -0.0017
O  0.0004  0.0053  0.0024
O  -0.0015  0.0059  -0.0007
O  0.002  -0.0036  -0.0027
O  -0.0056  -0.0068  -0.0031
O  0.0051  -0.005  0.0037
O  -0.0066  -0.0023  0

The program warned: the cutoff lies below the one the program advises for these potential files; the forces do not sum to zero within the program's tolerance; the exchange-correlation potential is rough where the density is thin.
